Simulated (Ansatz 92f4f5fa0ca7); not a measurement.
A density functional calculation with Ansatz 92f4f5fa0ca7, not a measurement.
Periodic cell of 224 atoms, Si133O89H1N1, from a study of silicon, its oxide and their interface. The atomic structure is a simulated model.
Doubt: the cutoff is far below the 930 eV that the study's wrapper takes by default for these files, so forces and energies are approximate.
This geometry differs little from another in the collection (a relaxation step or a small displacement).

Settings
functional: PBE
potential files: Ansatz PAW
basis: plane waves
wave-function cutoff: 580 eV
density cutoff ratio: 5
exchange-correlation grid ratio: 1
k mesh: 1 x 1 x 1, Gamma-centred
self-consistency stop: 5e-08 eV per atom in the density residual
occupations: fixed
spin: none
net charge: 0

Cell vectors (angstrom)
a 10.938 0 0
b 0 10.938 0
c 0 0 32.226

Atoms: element, x, y, z (angstrom)
Si 0.1343 -0.2575 24.8707
Si 5.2401 0.0716 24.8897
Si 3.1285 2.4455 24.7422
Si 7.842 2.9209 24.6891
Si -0.3135 5.5609 24.5537
Si 5.8145 5.3846 24.5755
Si 2.315 8.4142 24.7938
Si 8.5668 7.9334 24.9538
Si 1.3939 1.3906 26.0106
Si 6.8045 1.335 26.1089
Si 4.1833 4.1766 25.9423
Si 9.5139 4.0279 25.977
Si 1.274 6.7117 26.0095
Si 6.8861 6.8033 26.1158
Si 4.0019 9.4705 26.1142
Si 9.6498 9.5092 26.2803
Si 2.7137 0.0062 27.4511
Si 8.2095 -0.0029 27.4679
Si 0.0015 2.7323 27.3876
Si 5.4591 2.768 27.4335
Si 2.7521 5.4488 27.3752
Si 8.2371 5.4206 27.4511
Si 0.0665 8.1094 27.5196
Si 5.4706 8.1751 27.4373
Si 4.1018 1.3673 28.8077
Si 9.5708 1.3673 28.8077
Si 1.3673 4.1018 28.8077
Si 6.8362 4.1018 28.8077
Si 4.1018 6.8362 28.8077
Si 9.5708 6.8362 28.8077
Si 1.3673 9.5708 28.8077
Si 6.8362 9.5708 28.8077
Si 0 0 30.175
Si 5.469 0 30.175
Si 2.7345 2.7345 30.175
Si 8.2035 2.7345 30.175
Si 0 5.469 30.175
Si 5.469 5.469 30.175
Si 2.7345 8.2035 30.175
Si 8.2035 8.2035 30.175
Si 1.3673 1.3673 31.5422
Si 6.8362 1.3673 31.5422
Si 4.1018 4.1018 31.5422
Si 9.5708 4.1018 31.5422
Si 1.3673 6.8362 31.5422
Si 6.8362 6.8362 31.5422
Si 4.1018 9.5708 31.5422
Si 9.5708 9.5708 31.5422
Si 2.7345 0 0.6835
Si 8.2035 0 0.6835
Si 0 2.7345 0.6835
Si 5.469 2.7345 0.6835
Si 2.7345 5.469 0.6835
Si 8.2035 5.469 0.6835
Si 0 8.2035 0.6835
Si 5.469 8.2035 0.6835
Si 4.1018 1.3673 2.0507
Si 9.5708 1.3673 2.0507
Si 1.3673 4.1018 2.0507
Si 6.8362 4.1018 2.0507
Si 4.1018 6.8362 2.0507
Si 9.5708 6.8362 2.0507
Si 1.3673 9.5708 2.0507
Si 6.8362 9.5708 2.0507
Si 0 0 3.418
Si 5.469 0 3.418
Si 2.7345 2.7345 3.418
Si 8.2035 2.7345 3.418
Si 0 5.469 3.418
Si 5.469 5.469 3.418
Si 2.7345 8.2035 3.418
Si 8.2035 8.2035 3.418
Si 1.3882 1.4011 4.8672
Si 6.842 1.3497 4.8983
Si 4.0785 4.0757 4.7616
Si 9.559 4.0569 4.7539
Si 1.3596 6.9225 4.7306
Si 6.8104 6.8398 4.7079
Si 4.0956 9.6215 4.8904
Si 9.5267 9.6543 4.7088
Si 2.7567 0.1155 6.3903
Si 8.3346 -0.0061 6.2912
Si -0.0244 2.7975 6.2279
Si 5.4224 2.7781 6.2393
Si 2.6855 5.4992 6.0261
Si 8.1497 5.4346 6.0056
Si 0.0408 8.4264 6.0075
Si 5.5601 8.1935 6.159
Si 4.063 1.6306 7.8366
Si 9.8815 1.2348 7.728
Si 0.9043 4.6852 7.3697
Si 6.6373 4.3584 7.4894
Si 4.3556 6.5146 7.3005
Si 9.5759 6.9242 7.0416
Si 1.0677 9.895 7.6061
Si 7.3893 9.0726 7.4453
O 9.5714 6.8069 24.2623
O 4.1784 1.2236 24.4086
O 8.5159 7.9164 7.8972
O 3.2406 2.4951 9.0048
O 6.8251 4.1291 24.1726
O 2.8354 7.7107 23.4119
O 5.4833 5.467 7.8907
N 0.1467 0.1688 8.5338
O 7.2199 3.7963 8.9207
O 6.7962 9.616 8.8769
O 10.6661 5.8453 7.7705
O 1.5699 8.8043 8.745
O 5.2258 0.8265 8.7106
O 1.3812 4.3145 8.8771
O 9.1391 2.0325 8.9693
O 3.4732 6.9219 8.6204
O 7.9848 8.7819 23.7009
O 8.3307 2.1913 23.2962
O 5.4841 6.2775 23.2064
O 2.8312 2.9854 23.2152
O 12.1855 -1.3503 24.3163
O 0.0564 4.8833 23.0725
O 4.0428 7.4041 21.1829
O 10.971 21.0517 20.7937
Si 5.3793 4.8473 16.7066
Si 0.54 8.7685 20.0627
Si 6.0718 9.3268 12.1416
Si 13.3521 4.8939 12.6372
Si 8.6549 2.9889 12.8666
Si 9.8901 0.0521 12.7565
Si 2.0536 3.2466 9.8817
Si 2.5905 -3.7276 21.8847
Si 17.711 7.0315 15.5136
Si 7.0799 11.1167 18.6468
Si 8.5415 3.3411 9.7797
Si 3.4751 13.1025 13.9913
Si 5.8151 0.4735 14.3518
Si 6.9755 5.9655 19.2565
Si 0.8075 4.7803 21.5955
Si 13.6688 -0.9836 18.2122
Si 3.3225 2.824 17.059
Si 5.3963 10.2811 9.3455
Si 9.5217 6.5553 16.5185
Si 16.4802 7.0513 21.7433
Si 9.796 4.7895 19.0685
Si 1.8646 -0.3406 12.7035
Si 5.2033 20.5198 16.5819
Si 8.4627 8.1315 12.9575
Si 11.4197 0.5425 10.2403
Si 7.0136 9.5972 22.7139
Si 11.3268 11.679 20.8733
Si -0.6167 -5.2377 13.5298
Si 4.4248 1.1653 19.5654
Si 3.0148 8.3137 9.2947
Si 1.0004 1.3372 17.8094
Si 3.3755 7.9128 12.409
Si 2.5142 2.314 21.7636
Si 7.3021 2.7275 15.4054
Si 8.8118 8.4403 18.5855
Si 9.0531 0.9155 22.5927
Si 9.2457 2.2083 17.5436
O 6.1688 8.3142 16.2995
O 5.0184 1.7218 13.6451
O 13.1102 5.6516 21.7674
O 6.5023 10.4423 13.2463
O 2.5073 9.1346 13.1251
O 1.6458 0.9296 21.9165
O 2.9407 8.0204 10.8591
O 3.5401 -0.2139 19.4177
O 10.3151 -4.7356 15.121
O 9.5901 -3.9848 12.7075
O 3.8232 4.3794 16.9232
O 8.2072 9.935 18.8978
O 9.4098 8.136 17.0518
O 14.3181 2.0737 15.6126
O 7.4825 7.6006 14.1663
O 11.8543 5.4005 13.0597
O 4.9411 8.2776 12.6698
O 6.2173 6.0272 20.6889
O 9.9313 14.1735 18.6074
O 5.5324 5.9509 15.4878
O 7.5634 7.4385 18.8849
O 1.5982 8.9598 18.8308
O 12.3473 3.3408 21.1285
O 8.1469 2.9321 11.3137
O 10.0799 -2.8479 19.5682
O -0.2078 -5.7716 20.3626
O 6.0483 10.5742 17.5311
O 3.2353 6.3224 12.8011
O 6.0156 0.7498 19.7962
O 10.1692 5.7029 17.754
O 1.6878 -0.2742 11.0443
O 8.2251 4.9525 19.4574
O 6.1534 14.4266 16.2522
O 11.8141 1.2267 19.4181
O 7.4011 14.2168 13.876
O 4.844 10.4261 15.2318
O 9.6273 4.2595 13.2027
O 8.7257 2.9438 16.184
O 7.9447 6.1638 16.2763
O 4.2383 2.0644 18.2
O 4.0993 9.4416 8.8329
O 5.4308 -0.6954 10.9567
O 9.9429 12.4181 21.344
O 1.7442 2.7619 17.4899
O 10.1078 0.2472 23.6431
O 6.3664 8.4773 21.7208
O 2.5125 4.1807 11.1496
O -1.6717 1.4946 13.2485
O 2.6441 11.9409 13.2022
O -0.4733 23.0729 17.1288
O 7.9507 10.7641 22.0431
O 6.9641 1.1269 15.3102
O 1.9432 0.1085 17.2779
O 9.5902 4.558 9.99
O 14.7393 9.1249 17.2944
O 0.4188 -0.1731 13.4249
O 10.0662 0.2076 11.1175
O 7.3943 -2.5039 11.7329
O 0.9452 2.1271 10.3454
O 3.8494 2.0292 20.8517
O 16.733 10.3207 23.5069
O 1.3291 7.9561 21.2092
O 5.9195 5.4377 18.1317
O 13.9769 3.7004 13.5927
O 7.9666 1.466 18.2108
O 9.1329 -1.3303 13.2137
H 9.9864 5.0448 9.2395

Results
free energy: -135566.251 eV
free energy less fixed offsets of H -15.97, N -385.13, O -568.88, Si -635.61 eV per atom: 1.299 eV

Forces (eV/angstrom), in the order of the atoms: element, x, y, z
Si -0.0024 0.002 -0.0092
Si 0.009 -0.008 0.0048
Si 0.0031 -0.0024 -0.0116
Si 0.0062 -0.0104 0.0136
Si 0.0075 -0.0077 0.0238
Si 0.0011 -0.0017 -0.005
Si 0.009 -0.0074 0.0061
Si -0.0031 0.0095 -0.0339
Si -0.0034 0.0002 0.0047
Si -0.0011 0.0054 -0.0043
Si -0.0013 0.0008 0.0046
Si -0.0055 0.0032 -0.0049
Si -0.0042 0.0043 -0.0115
Si -0.0058 0.0045 0.0031
Si -0.0028 0.0007 -0.0043
Si -0.0058 0.0047 0.0062
Si 0.004 -0.0019 0.0022
Si -0.0004 0.0003 0.0006
Si -0.0038 0.0019 0.0057
Si 0.0026 -0.0034 -0.004
Si 0.0002 0.0023 0.0024
Si 0.0068 -0.0077 0.0017
Si 0.0049 -0.0073 0.0011
Si 0.0003 0.0022 0.0035
Si -0.0716 0.1666 -0.0523
Si 0.155 0.1397 -0.0683
Si 0.0524 -0.0132 -0.4027
Si 0.0791 -0.101 0.1545
Si -0.1062 -0.1912 -0.1553
Si -0.0681 -0.3627 0.4026
Si 0.2097 -0.1055 0.3248
Si -0.165 -0.0242 -0.0032
Si -0.0517 -0.0573 -0.014
Si 0.006 -0.004 -0.0169
Si -0.0319 -0.0588 -0.0241
Si -0.0419 0.0303 0.0049
Si -0.1012 0.0562 0.0163
Si -0.0183 -0.0244 -0.0213
Si 0.0421 0.1293 0.0132
Si -0.0043 -0.0723 -0.0266
Si 0.0523 0.0181 -0.0016
Si 0.0409 -0.0162 -0.0215
Si 0.0166 0.0049 -0.0171
Si 0.0796 -0.0361 -0.0224
Si 0.0148 -0.0316 -0.0386
Si -0.0335 0.0355 -0.0146
Si -0.0094 -0.0633 -0.0152
Si -0.0349 0.016 -0.0119
Si 0.0126 -0.0507 0.0036
Si -0.0018 -0.0135 0.0338
Si -0.1339 0.0434 0.0225
Si 0.0018 0.0092 0.0104
Si -0.0259 0.0592 0.0172
Si 0.013 0.0155 0.0123
Si 0.0092 -0.0218 0.0191
Si 0.0031 0.0432 0.0119
Si -0.0382 0.0281 0.037
Si 0.0697 0.0133 -0.0167
Si 0.0768 0.0032 0.0199
Si -0.0872 -0.0654 0.0249
Si 0.068 0.001 -0.0069
Si -0.0052 0.0165 0.0037
Si 0.1232 0.1099 0.0246
Si 0.0113 -0.106 -0.0002
Si 0.3233 0.5613 -0.0819
Si 0.0511 0.0327 0.6288
Si -0.1124 -0.3025 -0.1015
Si -0.3176 -0.4466 0.0838
Si -0.1027 0.0711 0.0832
Si -0.3661 -0.1785 -0.3519
Si 0.4517 0.5772 -0.0654
Si -0.0877 0.1201 -0.3872
Si -0.0084 0.0016 0.0049
Si -0.0033 0.0005 -0.001
Si 0.0002 0.003 -0.0004
Si -0.002 -0.0047 -0.0035
Si -0.0036 0.0077 0.0018
Si -0.0053 0.0002 -0.0001
Si -0.0005 0.001 0.0058
Si -0.0032 0.0058 -0.0021
Si 0.0015 -0.0066 -0.0053
Si 0.0061 0.0007 0.0067
Si 0.0042 0.0073 -0.0042
Si 0.0079 0 -0.0024
Si 0.0018 0.0051 0.0031
Si 0.0074 -0.0031 -0.0092
Si 0.0103 -0.0141 -0.0122
Si -0.0022 0.0006 -0.002
Si 0.0012 -0.0014 0.0061
Si -0.0152 0.0096 -0.0017
Si 0.0001 -0.0084 0.0029
Si 0.0002 -0.0027 0.0134
Si -0.0065 0.0051 -0.0086
Si 0.0047 -0.0056 0.0034
Si 0.011 -0.0055 0.0098
Si -0.003 0.0056 -0.0014
O -0.0095 0.0116 -0.0018
O -0.007 0.0078 -0.0013
O -0.0085 0.0059 0.0049
O 0.0019 -0.0039 -0.0044
O -0.0013 0.001 -0.0036
O -0.0027 -0.0019 -0.0092
O 0.0011 -0.0015 0.0038
N -0.0016 -0.0003 -0.007
O -0.0054 0.0026 -0.0087
O -0.0008 0.0014 0.0036
O 0.0122 -0.0068 -0.0002
O -0.0021 0.0015 -0.0035
O 0.0019 0.0023 0.0005
O -0.0025 0.0027 -0.0035
O 0.0025 -0.0042 -0.0012
O -0.0003 -0.0033 0.0026
O 0.0013 -0.0077 0.0163
O 0 0.0003 -0.0051
O 0.0004 0.0021 -0.0005
O 0.0005 -0.0003 0.0013
O -0.0002 -0.0008 -0.0038
O 0.0012 0.0009 -0.0069
O -0.0028 -0.002 0.0018
O 0.001 -0.0002 0.0012
Si -0.0001 0.0008 -0.0015
Si -0.0012 -0.0001 -0.0032
Si -0.0011 0.0045 0.0017
Si 0.0004 -0.0011 0.003
Si -0.0013 0.0009 0.0003
Si -0.0008 0.0016 0.0038
Si -0.0049 0.0048 0.006
Si 0.0019 -0.0089 0.0062
Si 0.0007 -0.0016 0.001
Si 0.0004 0.0002 -0.0034
Si 0 -0.0011 0.0013
Si 0.0014 0.0017 0.0027
Si 0.0004 0.0015 0.0007
Si -0.0029 0.001 -0.0037
Si 0.0018 0.0041 -0.002
Si -0.0003 0.0005 -0.0034
Si 0.0015 0.0002 -0.0029
Si 0 -0.0035 -0.001
Si 0.0003 -0.0002 -0.0031
Si 0.0026 0.0026 -0.001
Si 0.0031 0.001 -0.0024
Si 0.0024 0.0013 0.003
Si 0.0013 0.0005 -0.002
Si 0.0018 0.0005 0.0046
Si 0.0017 0.0054 0.0106
Si 0.0032 0.0003 0.0082
Si -0.0021 -0.0016 -0.0036
Si 0.0012 -0.0007 0.0031
Si 0.0011 0.0017 -0.0037
Si 0.0052 0.0009 -0.0004
Si 0.0025 0.0012 -0.0041
Si -0.0007 -0.0004 0.0006
Si 0.0015 0.0034 0
Si 0.0004 0.0012 -0.0013
Si 0.0006 0.0008 -0.0039
Si -0.007 -0.0021 0.0018
Si 0.0003 0.0014 -0.0025
O 0.0003 0.0017 0.0008
O 0.0001 0.0001 -0.0014
O 0.0039 0.0154 0.0034
O -0.0003 0.0006 -0.0023
O -0.0001 0.0005 -0.0012
O -0.0002 0.0007 0.0024
O 0.0003 0.0005 0.0006
O -0.0001 -0.0003 0.0011
O 0.0001 0.0007 -0.0003
O 0.0007 0.0011 -0.0024
O 0.0002 0.0003 0.0011
O 0.0005 0.0011 0.0019
O 0.0001 0.001 0.001
O 0.0002 0.0007 0.0002
O 0.0004 0.0002 -0.0011
O 0.0003 0.0016 -0.0025
O 0.0008 0.0004 -0.0007
O 0.0018 -0.0001 0.0006
O 0.0001 -0.0001 0.0011
O 0.0007 0.0005 -0.0005
O 0.0011 0.0004 0.0019
O 0.0016 0.0013 0.0002
O 0.001 -0.0027 0.0007
O -0.0004 -0.0009 0.0031
O 0 0.0002 0.0011
O -0.0032 -0.0009 -0.0019
O 0.0006 0.0003 0.0007
O 0.0014 0.0013 -0.0021
O 0.0011 0.0008 0.0019
O 0 0.0008 0.0008
O 0.0009 -0.0009 -0.0007
O 0.0008 -0.0001 0.0024
O 0.0008 0.0007 0.0003
O 0.0009 -0.0001 0.0013
O -0.0001 0.0001 0.0005
O 0.001 -0.0005 0.0004
O 0.0008 0.0012 -0.0016
O 0.001 0 0.0009
O 0.0009 0.0014 0
O 0.0001 0.0002 0.0014
O -0.0003 0.0017 0.0005
O 0.0017 -0.0006 0.0023
O 0.0048 0.0023 -0.0028
O -0.0004 0.0008 0.0017
O 0.0005 -0.0007 0.0035
O -0.0031 -0.0041 0.0011
O 0.0031 0.0021 0.0003
O 0.0014 -0.001 -0.0008
O 0 0.0004 -0.0025
O -0.0005 -0.0001 0.0006
O 0.0017 0 0.0009
O 0.0015 0.0002 -0.0003
O 0.0012 -0.0005 0.0011
O 0.0004 -0.0001 0.0051
O 0.0001 0.0009 0.0009
O 0.0011 0.0007 -0.0026
O -0.0004 -0.0007 -0.0005
O 0.0013 -0.0004 -0.0036
O 0.001 -0.0027 -0.0033
O 0.0019 -0.0006 0.0005
O 0.0041 -0.0033 -0.0023
O 0.001 -0.0016 0.0015
O 0.0012 0.0006 0.001
O 0.0005 -0.0004 -0.0013
O 0.001 0.0003 0.0012
O 0.0011 0 -0.0019
H 0.001 0.0059 -0.0039

The program warned: the cutoff lies below the one the program advises for these potential files; the exchange-correlation potential is rough where the density is thin.
